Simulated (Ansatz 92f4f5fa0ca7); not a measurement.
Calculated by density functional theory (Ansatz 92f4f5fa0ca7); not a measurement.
Periodic cell of 251 atoms, Si165O86, from a study of silicon, its oxide and their interface. The atomic structure is a simulated model.
Doubt: the cutoff is far below the 930 eV that the study's wrapper takes by default for these files, so forces and energies are approximate.
This geometry differs little from another in the collection (a relaxation step or a small displacement).

Settings: functional PBE; potential files Ansatz PAW; basis plane waves; wave-function cutoff 580 eV; density cutoff ratio 5; exchange-correlation grid ratio 1; k mesh 1 x 1 x 1, Gamma-centred; self-consistency stop 5e-08 eV per atom in the density residual; occupations fixed; spin none; net charge 0.

Cell vectors (angstrom)
a, 10.938, 0, 0
b, 0, 10.938, 0
c, 0, 0, 37.7194

Atoms: element, x, y, z (angstrom)
Si, 0, 0, 0.683
Si, 5.469, 0, 0.683
Si, 2.7345, 2.7345, 0.683
Si, 8.2035, 2.7345, 0.683
Si, 0, 5.469, 0.683
Si, 5.469, 5.469, 0.683
Si, 2.7345, 8.2035, 0.683
Si, 8.2035, 8.2035, 0.683
Si, 1.3673, 1.3673, 2.0503
Si, 6.8362, 1.3673, 2.0503
Si, 4.1018, 4.1018, 2.0503
Si, 9.5708, 4.1018, 2.0503
Si, 1.3673, 6.8362, 2.0503
Si, 6.8362, 6.8362, 2.0503
Si, 4.1018, 9.5708, 2.0503
Si, 9.5708, 9.5708, 2.0503
Si, 2.7345, 0, 35.6679
Si, 8.2035, 0, 35.6679
Si, 0, 2.7345, 35.6679
Si, 5.469, 2.7345, 35.6679
Si, 2.7345, 5.469, 35.6679
Si, 8.2035, 5.469, 35.6679
Si, 0, 8.2035, 35.6679
Si, 5.469, 8.2035, 35.6679
Si, 4.1018, 1.3673, 37.0351
Si, 9.5708, 1.3673, 37.0351
Si, 1.3673, 4.1018, 37.0351
Si, 6.8362, 4.1018, 37.0351
Si, 4.1018, 6.8362, 37.0351
Si, 9.5708, 6.8362, 37.0351
Si, 1.3673, 9.5708, 37.0351
Si, 6.8362, 9.5708, 37.0351
Si, -0.187, 0.1651, 27.5813
Si, 5.5426, -0.1137, 27.6442
Si, 3.3122, 2.1978, 27.3146
Si, 8.7325, 2.6582, 27.4241
Si, -0.7447, 6.0806, 27.4831
Si, 5.2651, 5.7851, 27.4841
Si, 2.9328, 7.9901, 27.5588
Si, 8.5342, 7.9383, 27.7658
Si, 1.5288, 1.3304, 28.7259
Si, 7.0103, 1.4073, 28.7127
Si, 4.18, 4.0141, 28.6375
Si, 9.6225, 4.2324, 28.9272
Si, 1.2348, 6.8181, 28.6919
Si, 6.8519, 6.8108, 28.9549
Si, 4.1179, 9.5046, 28.956
Si, 9.6232, 9.5882, 29.0039
Si, 2.7391, -0.0297, 30.2373
Si, 8.2274, 0.0477, 30.2405
Si, 0.1522, 2.7761, 30.127
Si, 5.5529, 2.7219, 30.1002
Si, 2.6961, 5.3832, 30.0182
Si, 8.1463, 5.403, 30.3152
Si, 0.0698, 8.1903, 30.2572
Si, 5.5081, 8.1825, 30.2982
Si, 4.1532, 1.3706, 31.5122
Si, 9.6605, 1.4082, 31.5207
Si, 1.4401, 4.1007, 31.5606
Si, 6.8061, 4.0346, 31.6238
Si, 4.068, 6.7604, 31.4986
Si, 9.5751, 6.8242, 31.5763
Si, 1.4099, 9.5495, 31.6267
Si, 6.856, 9.6053, 31.6141
Si, 0.0219, 0.0079, 32.9335
Si, 5.4736, 0.018, 32.9453
Si, 2.7897, 2.724, 32.9159
Si, 8.247, 2.7114, 32.9336
Si, 0.026, 5.4578, 32.9197
Si, 5.4374, 5.4415, 32.9313
Si, 2.7729, 8.1593, 32.936
Si, 8.2252, 8.2104, 32.9459
Si, 1.3894, 1.3778, 34.2907
Si, 6.8538, 1.3693, 34.3044
Si, 4.0997, 4.0952, 34.3174
Si, 9.5841, 4.1064, 34.2974
Si, 1.3712, 6.8311, 34.3005
Si, 6.8272, 6.8343, 34.2845
Si, 4.1109, 9.5673, 34.2991
Si, 9.5811, 9.5845, 34.3056
Si, 2.7501, 0.0146, 3.4123
Si, 8.1827, 0.0009, 3.4265
Si, -0.0003, 2.7511, 3.4032
Si, 5.4731, 2.7325, 3.4278
Si, 2.7338, 5.473, 3.4333
Si, 8.1665, 5.4421, 3.4084
Si, -0.0124, 8.175, 3.4097
Si, 5.453, 8.2071, 3.4075
Si, 4.1107, 1.3813, 4.8114
Si, 9.5366, 1.423, 4.7516
Si, 1.3523, 4.1033, 4.7972
Si, 6.7879, 4.1265, 4.8244
Si, 4.1097, 6.8486, 4.7969
Si, 9.5191, 6.8013, 4.7569
Si, 1.3845, 9.5538, 4.724
Si, 6.7627, 9.5948, 4.7906
Si, 0.0045, 0.0187, 5.9887
Si, 5.4216, 0.0046, 6.2499
Si, 2.7632, 2.7761, 6.1652
Si, 8.1642, 2.765, 6.1783
Si, -0.0805, 5.4294, 6.1484
Si, 5.4364, 5.5056, 6.2293
Si, 2.7475, 8.2247, 6.1428
Si, 8.1139, 8.1696, 6.072
Si, 1.4381, 1.2575, 7.3769
Si, 6.7782, 1.4499, 7.5789
Si, 4.0087, 4.2131, 7.6292
Si, 9.5479, 4.0564, 7.6117
Si, 1.2528, 6.907, 7.3866
Si, 6.8621, 6.8393, 7.6028
Si, 4.0807, 9.5178, 7.6539
Si, 9.4745, 9.6407, 7.2409
Si, 2.6366, -0.0697, 8.9547
Si, 8.2264, 0.0016, 8.7406
Si, -0.0211, 2.4458, 8.716
Si, 5.4178, 2.8491, 8.9687
Si, 2.4768, 5.6442, 8.8968
Si, 8.2602, 5.4992, 9.0373
Si, -0.1109, 8.3672, 8.6028
Si, 5.5586, 8.2491, 9.0397
Si, 3.8115, 1.5876, 10.1614
Si, 10.0594, 0.6826, 9.9629
Si, 1.2162, 3.3487, 10.4356
Si, 6.5706, 4.4631, 10.346
Si, 4.5504, 6.9221, 10.728
Si, 9.4554, 7.2673, 10.1309
Si, 0.7927, 9.8829, 10.1563
Si, 7.1806, 9.4473, 10.1551
O, 6.6407, -0.7584, 11.5262
O, 8.2485, 8.2852, 10.6524
O, 5.3606, 5.4975, 10.792
O, -1.3083, 1.2716, 11.4574
O, 1.4681, 4.885, 9.9611
O, 4.5717, 0.9304, 11.4546
O, 10.4855, 7.1261, 11.4384
O, 4.1849, 7.3462, 12.283
O, 0.3357, 3.3837, 11.8248
O, 3.1342, 6.7499, 9.9277
O, 13.5964, 2.6208, 10.7558
O, 7.2838, 14.9811, 11.7664
O, 8.2042, 6.0009, 24.8745
O, 4.0513, 6.8549, 27.1591
O, 11.2078, -0.7023, 26.2429
O, 13.3432, -2.3311, 26.1239
O, 5.8913, 5.447, 25.9854
O, 2.8288, 2.6158, 25.777
O, 8.6497, 3.5869, 26.0241
O, 4.4763, 1.0422, 27.0204
Si, 2.4306, 6.2878, 16.1025
Si, 8.3093, 10.5869, 23.9092
Si, 3.9629, 10.4809, 14.5686
Si, 10.3357, 2.2549, 12.5444
Si, 14.0936, 7.5996, 13.5372
Si, 9.3688, 5.0085, 25.4923
Si, 10.8542, 9.6423, 22.8296
Si, 2.8351, 4.6426, 18.686
Si, 7.0814, 3.1877, 15.9529
Si, 12.7713, 8.5642, 17.897
Si, 0.3537, 8.4303, 12.0865
Si, 3.8112, 10.8186, 17.5641
Si, 10.7344, 4.4095, 22.7023
Si, 7.0439, 9.1906, 26.3387
Si, 17.319, 0.2312, 21.5902
Si, 10.9815, 12.755, 17.2726
Si, 0.9012, 7.8271, 20.635
Si, 5.8604, 11.3677, 12.3069
Si, -0.3364, 7.1742, 16.3851
Si, 5.4617, 5.777, 22.0206
Si, 12.0628, 11.5926, 14.7248
Si, 17.0049, -7.9061, 20.9343
Si, 9.55, 5.8604, 20.2873
Si, 9.9516, 9.4695, 14.6386
Si, 7.5193, 14.005, 13.0395
Si, 9.5396, 4.4882, 17.6121
Si, 5.8896, 4.2557, 18.3308
Si, 6.5152, 9.8514, 18.7408
Si, 2.2928, 1.618, 24.591
Si, 2.1745, 12.6344, 19.1841
Si, 10.5107, 1.5568, 23.3171
Si, 3.6664, 1.4305, 21.7169
Si, 1.5451, 9.7331, 25.3423
Si, 2.3938, 5.6696, 21.5378
Si, 6.6298, 6.4503, 24.9087
Si, 6.7964, 6.8756, 19.5619
Si, 8.2508, 0.3663, 16.4173
O, 10.7492, 14.3713, 17.3498
O, 4.4191, 10.8947, 16.0701
O, 9.0532, 1.111, 23.9108
O, 9.7424, 5.3277, 21.808
O, 14.376, 23.2032, 18.2042
O, 9.3694, 4.6138, 19.2374
O, 6.8952, 1.791, 21.5754
O, 9.5917, 1.0084, 17.074
O, -0.764, 20.1502, 13.0366
O, 9.1199, 2.9602, 13.3639
O, 11.3522, 10.1718, 15.1283
O, 5.2719, 10.7962, 13.6894
O, 6.8849, 12.5696, 12.6441
O, 8.6842, 10.4147, 15.0962
O, 9.7572, 1.3992, 27.0875
O, 7.2733, 12.5086, 15.9185
O, 16.6117, 6.8038, 20.758
O, 7.0508, 10.4803, 22.8879
O, 12.5797, 7.8623, 12.943
O, 2.568, 4.9873, 17.0972
O, 1.8662, 8.5067, 19.5182
O, 9.7324, 6.0221, 17.1044
O, 8.3001, 14.8326, 16.7573
O, 8.2438, 6.8095, 20.2857
O, 6.6974, 8.247, 18.7252
O, 0.2961, 8.2731, 17.4257
O, 6.8826, 10.4464, 20.2174
O, 2.3891, 5.6537, 19.8874
O, 4.4188, 4.5476, 18.8846
O, 11.2415, 12.3015, 13.5314
O, 3.8709, 5.4529, 22.1658
O, -0.094, 6.7647, 19.8944
O, 13.0043, 3.3027, 19.1306
O, 9.3719, 9.4286, 23.4755
O, 13.3742, 1.1104, 20.6871
O, 0.6889, 1.9257, 24.4611
O, 3.2349, 6.3721, 14.6635
O, 4.7434, 0.1897, 21.771
O, 2.6386, 11.3577, 14.1783
O, 3.615, 8.9071, 14.3883
O, 12.7607, 7.1706, 21.8174
O, 6.5226, 3.1509, 19.3649
O, 7.4698, 10.4479, 17.5615
O, 3.0912, 1.8262, 23.1867
O, 11.6593, 12.1389, 18.6309
O, 6.6768, 16.6174, 18.4486
O, 10.3428, 2.8588, 22.3729
O, 10.456, 4.7313, 24.2873
O, 9.6954, 8.0138, 15.3378
O, 2.3906, 10.0262, 17.4959
O, 6.4139, 8.0174, 25.3506
O, 5.9868, 6.3706, 23.426
O, 12.306, 4.6203, 22.2721
O, 4.9329, 10.1297, 18.4993
O, 12.0324, 12.5523, 16.0343
O, 7.7751, 10.3362, 25.4141
O, 2.5224, 11.0035, 25.0486
O, 10.9179, -2.026, 21.3987
O, 6.8721, 14.6214, 14.4118
O, 5.7796, 3.6535, 16.8214
O, 6.3424, 4.4257, 21.7224
O, 11.0978, 11.2228, 22.487
O, 4.4679, 2.7108, 21.0941
O, 0.8789, 6.4126, 15.6169
O, 1.0042, -1.8234, 23.9319
O, 13.7634, 7.5162, 17.1205

Results
free energy: -153802.554 eV
free energy less fixed offsets of O -568.88, Si -635.61 eV per atom: -3.224 eV

Forces (eV/angstrom), in the order of the atoms: element, x, y, z
Si, 0.0075, 0.0055, 0.0132
Si, -0.0105, -0.0078, -0.002
Si, -0.0284, 0.0291, -0.0167
Si, 0.054, -0.0094, -0.0072
Si, -0.0144, 0.0021, -0.0118
Si, -0.0047, 0.0528, -0.002
Si, -0.0272, 0.0623, 0.0022
Si, -0.0026, 0.0074, 0.0004
Si, 0.0184, 0.0195, -0.0149
Si, -0.0092, 0.0308, -0.0266
Si, -0.0291, -0.0376, 0.1179
Si, -0.0896, 0.065, -0.1174
Si, 0.0197, -0.1061, -0.049
Si, -0.0605, 0.0386, -0.0395
Si, -0.0466, 0.058, -0.1256
Si, -0.0824, -0.0098, 0.1176
Si, -0.0027, -0.0407, -0.0405
Si, 0.0039, -0.0567, 0.0918
Si, 0.1156, -0.0108, -0.0484
Si, 0.1227, 0.0009, 0.0489
Si, -0.0689, -0.032, 0.0806
Si, -0.0309, 0.0248, -0.1085
Si, 0.0448, 0.0309, -0.0248
Si, 0.0831, 0.0065, 0.0016
Si, 0.0459, -0.0553, -0.0027
Si, -0.0154, -0.0192, -0.0111
Si, -0.0183, -0.0056, 0.01
Si, -0.0009, -0.029, 0.0161
Si, -0.013, -0.0168, -0.0075
Si, 0.0055, 0.0362, -0.0115
Si, -0.012, -0.0393, 0.003
Si, 0.0341, -0.0137, 0.0088
Si, -0.0081, -0.0011, 0.0025
Si, -0.007, 0.006, 0.0082
Si, -0.0072, 0.0039, -0.0222
Si, -0.0006, 0.0026, -0.0067
Si, -0.0059, 0.0037, -0.0042
Si, 0.0189, -0.02, 0.0036
Si, -0.0238, 0.01, 0.0056
Si, 0.0097, -0.0137, 0.0132
Si, -0.0044, 0.0019, -0.0029
Si, 0.0029, 0.0017, -0.0107
Si, -0.0027, 0.0073, 0.0005
Si, 0.0055, 0.009, 0.0082
Si, 0.004, 0.0039, 0.0003
Si, -0.0066, -0.004, -0.0163
Si, -0.0044, -0.0064, 0.003
Si, -0.0006, 0.0076, -0.0148
Si, -0.0035, 0.0022, 0.0034
Si, -0.0008, 0.0058, 0.0054
Si, 0.0021, -0.0068, -0.0044
Si, 0.0107, 0.0012, 0.0006
Si, 0.0059, 0.0066, -0.0104
Si, 0.001, 0.0056, 0.0011
Si, 0.0037, 0.0039, 0
Si, -0.0126, 0.0068, 0.0084
Si, -0.0005, 0.0016, 0.0034
Si, 0.0039, 0.0013, -0.0016
Si, -0.0059, -0.0025, 0.0028
Si, -0.0108, -0.0041, 0.0036
Si, -0.0015, -0.0037, -0.0001
Si, -0.0046, 0.0012, 0.0005
Si, 0.002, 0.007, 0.0019
Si, 0.0033, -0.002, 0.001
Si, -0.0026, -0.0032, -0.0024
Si, -0.003, 0.0019, 0.0011
Si, -0.0005, 0.0019, 0.0019
Si, 0.0014, -0.004, 0.0022
Si, 0.0014, -0.0018, -0.0017
Si, -0.0034, 0.0011, 0.0016
Si, 0.0051, 0, 0.0011
Si, -0.0004, 0.0049, 0.0001
Si, 0.0021, -0.0029, -0.0016
Si, 0.0029, -0.0003, 0.0019
Si, 0.003, -0.0022, 0.0012
Si, 0.0001, 0.0018, 0.0022
Si, -0.0003, 0.0016, 0.0022
Si, -0.0026, -0.0002, -0.0026
Si, 0.0008, 0.0007, 0.0029
Si, -0.003, -0.0002, -0.0031
Si, -0.0042, 0.001, 0.0024
Si, 0.0036, -0.0033, 0.0024
Si, -0.0024, 0.0004, 0.0024
Si, 0.0006, 0.0016, -0.0027
Si, 0.0003, -0.003, 0.0021
Si, -0.0002, 0.003, 0.0027
Si, 0.0005, 0.0021, 0.0015
Si, 0.0005, -0.0007, -0.0012
Si, 0.0077, 0.0001, 0.0029
Si, -0.0009, 0.0069, -0.0022
Si, -0.0064, -0.0034, 0.0016
Si, 0.0059, -0.0012, 0.0015
Si, 0.0008, 0.0006, 0
Si, 0.0023, 0.0024, 0.0012
Si, 0.0054, -0.0007, 0.0024
Si, -0.0011, -0.0011, 0.0006
Si, 0.0001, -0.0037, -0.0022
Si, 0.0001, -0.0022, 0.0038
Si, 0.0052, 0.0092, 0
Si, 0.0024, -0.0057, 0.0012
Si, 0.0001, -0.0037, 0.0064
Si, 0.0053, 0.004, 0.0032
Si, -0.0025, 0.0019, -0.0013
Si, -0.001, 0.001, -0.0019
Si, -0.0027, 0.0012, 0.0031
Si, 0.001, 0.0034, -0.0051
Si, -0.0105, -0.0106, 0.0029
Si, -0.0015, 0.0041, 0.0005
Si, -0.0025, -0.0017, 0.0054
Si, 0.0037, -0.0009, 0.0059
Si, 0.0024, 0.0007, 0.0139
Si, -0.0003, -0.0001, 0.0028
Si, 0.0034, -0.0032, -0.0021
Si, -0.0114, -0.0222, 0.0016
Si, 0.006, -0.0007, 0.0013
Si, -0.0024, 0.0071, -0.0019
Si, -0.0358, -0.0059, 0.0592
Si, -0.0013, 0.0091, -0.0013
Si, 0.0077, 0.0001, -0.0038
Si, 0.0017, 0.0002, 0.0024
Si, -0.0251, 0.0163, 0.0312
Si, 0.0081, 0.0002, -0.012
Si, 0.0179, 0.0234, -0.0279
Si, 0.0107, -0.001, 0.0057
Si, -0.0139, -0.0165, -0.019
Si, 0.0017, -0.0005, -0.0013
Si, -0.0034, -0.0035, 0.0023
Si, 0.0218, 0.0252, 0.0178
O, -0.0061, -0.0042, -0.0096
O, -0.0096, 0.0011, -0.0034
O, 0.0038, 0.0053, -0.0024
O, -0.0265, -0.0269, -0.0196
O, 0.0487, 0.018, -0.0235
O, 0.0002, 0.0044, -0.0225
O, -0.0107, -0.0053, 0.0044
O, 0.0085, 0.0039, 0.0058
O, 0.0076, 0.0094, 0.0125
O, -0.0114, -0.0316, -0.0277
O, 0.0172, -0.0296, -0.0049
O, -0.0032, 0.0073, -0.0106
O, 0.002, -0.0063, -0.0089
O, 0.0091, -0.0044, -0.0128
O, -0.0056, 0.0022, 0.0017
O, 0.0014, 0.0012, -0.0013
O, -0.0005, -0.005, 0.0109
O, 0.0067, 0.0031, 0.0339
O, -0.0015, -0.0051, 0.0072
O, 0.009, -0.0088, -0.002
Si, -0.0046, 0.0019, -0.0077
Si, 0.0081, 0.0224, -0.0197
Si, -0.0047, -0.0004, -0.0128
Si, 0.0084, 0.0318, 0.0092
Si, 0.0071, 0.0059, 0.001
Si, 0.0187, 0.0071, 0.0344
Si, 0.0072, 0.003, 0.0021
Si, 0.0003, 0.0015, -0.0052
Si, -0.0054, 0.003, -0.0102
Si, -0.0037, 0.002, -0.0023
Si, 0.0087, 0.016, -0.0244
Si, -0.0029, 0.0014, -0.0045
Si, 0.0011, -0.0015, -0.0097
Si, -0.0224, -0.0237, 0.0383
Si, -0.0013, 0.0043, 0.0003
Si, -0.0025, -0.0053, -0.0078
Si, 0.0102, -0.0005, 0.0022
Si, 0.0033, -0.0056, -0.0451
Si, 0.005, -0.0011, -0.0093
Si, -0.0112, -0.0139, -0.009
Si, -0.0018, 0.004, -0.0032
Si, 0.0046, -0.0018, 0.0002
Si, 0.0052, 0.003, -0.0001
Si, 0.0028, -0.0038, 0.0069
Si, -0.0032, 0.0134, 0.0073
Si, 0.0002, -0.0004, -0.0091
Si, 0.0036, -0.0017, -0.0117
Si, -0.003, -0.0043, -0.0047
Si, -0.0099, 0.0014, -0.0033
Si, -0.0013, -0.0067, -0.0065
Si, 0.0018, 0.0021, 0.0027
Si, 0.0048, 0.0043, 0.0009
Si, -0.0089, -0.011, 0.0184
Si, 0.0009, 0.0057, 0.0037
Si, -0.0062, -0.0078, 0.0113
Si, 0.0031, -0.0008, -0.0093
Si, -0.0017, 0.0082, -0.0058
O, -0.0004, 0.0055, 0.0078
O, 0.0041, -0.0022, -0.0088
O, -0.0077, 0.0044, 0.0032
O, 0.0006, -0.0016, 0.0053
O, 0.004, 0.0015, 0.0035
O, 0.0007, 0.0002, 0.0049
O, -0.0015, -0.0054, -0.002
O, -0.0013, -0.0017, 0.0056
O, 0.0028, -0.0055, 0
O, 0.0045, 0.0025, 0.0095
O, -0.0083, -0.0089, 0.006
O, -0.0099, -0.0083, 0.03
O, -0.0006, -0.0193, 0.0121
O, 0.0048, -0.0056, -0.0035
O, 0.0046, -0.0061, 0.0026
O, 0.0012, -0.0021, 0.0091
O, -0.0058, 0.0055, 0.0062
O, -0.0137, 0.0007, -0.0088
O, -0.0108, -0.0029, 0.0142
O, 0.0007, -0.0053, 0.006
O, 0.0024, -0.0023, 0.0017
O, -0.0018, 0.0004, 0.008
O, -0.0011, -0.0001, 0.0091
O, -0.0019, 0.0026, 0.0035
O, -0.0013, 0.0038, 0.0038
O, -0.0017, -0.0024, 0.0041
O, -0.0022, 0.0011, 0.0056
O, -0.0035, -0.0008, 0.001
O, -0.001, 0.0004, 0.005
O, 0.0094, -0.0107, 0.0148
O, 0.0044, 0.0003, -0.0016
O, -0.0078, -0.0059, -0.0018
O, -0.003, 0.0091, 0.0064
O, 0.0153, -0.0235, -0.0115
O, -0.0039, -0.0017, 0.0019
O, 0.0068, 0.0038, -0.0021
O, 0.0025, 0.009, -0.0043
O, 0.0088, -0.0083, 0.0002
O, 0.0128, -0.0036, 0.008
O, -0.0021, -0.0087, 0.0078
O, -0.0003, -0.0004, -0.0044
O, 0.0005, -0.0009, 0.003
O, 0.003, -0.0005, 0.0067
O, -0.0051, 0.0022, 0.0112
O, 0.0003, 0.002, 0.0009
O, -0.0026, 0.0023, 0.0059
O, 0.0011, -0.0003, 0.0036
O, -0.0051, 0.0001, -0.0082
O, -0.0034, 0.0105, 0.0018
O, -0.0027, 0.0009, 0.0003
O, -0.0225, 0.0155, -0.0033
O, 0.0042, 0.0064, 0.008
O, -0.0071, -0.0045, 0.0034
O, 0.0121, -0.0039, 0.0146
O, -0.0007, -0.0022, 0.0034
O, 0.0174, 0.0396, 0.0014
O, 0.0088, -0.0011, -0.0089
O, -0.0046, 0.0094, 0.0028
O, 0.0075, 0, -0.0029
O, 0.0009, -0.0015, 0.0068
O, 0.0015, 0.0032, 0.0044
O, 0.0009, 0.0019, -0.0033
O, -0.0125, -0.0008, 0.0007
O, 0.0011, -0.0009, 0.0049
O, 0.0084, 0.0066, 0.0022
O, 0.0055, -0.0072, -0.0017

The program warned: the cutoff lies below the one the program advises for these potential files; the forces do not sum to zero within the program's tolerance; the exchange-correlation potential is rough where the density is thin.
